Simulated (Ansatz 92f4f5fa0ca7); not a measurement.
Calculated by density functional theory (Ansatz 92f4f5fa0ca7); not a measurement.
Periodic cell of 357 atoms, Si241O116, from a study of silicon, its oxide and their interface. The atomic structure is a simulated model.
Doubt: the cutoff is far below the 930 eV that the study's wrapper takes by default for these files, so forces and energies are approximate.

Settings
functional: PBE
potential files: Ansatz PAW
basis: plane waves
wave-function cutoff: 580 eV
density cutoff ratio: 5
exchange-correlation grid ratio: 1
k mesh: 1 x 1 x 1, Gamma-centred
self-consistency stop: 5e-08 eV per atom in the density residual
occupations: fixed
spin: none
net charge: 0

Cell vectors (angstrom)
a	11.6015	0	0
b	0	13.3963	0
c	0	0	40.7616

Atoms: element, x, y, z (angstrom)
Si	0	2.2327	1.1851
Si	3.8672	2.2327	1.1851
Si	7.7343	2.2327	1.1851
Si	1.9336	5.5818	1.1851
Si	5.8008	5.5818	1.1851
Si	9.6679	5.5818	1.1851
Si	0	8.9308	1.1851
Si	3.8672	8.9308	1.1851
Si	7.7343	8.9308	1.1851
Si	1.9336	12.2799	1.1851
Si	5.8008	12.2799	1.1851
Si	9.6679	12.2799	1.1851
Si	1.9336	1.1164	1.9745
Si	5.8008	1.1164	1.9745
Si	9.6679	1.1164	1.9745
Si	0	4.4654	1.9745
Si	3.8672	4.4654	1.9745
Si	7.7343	4.4654	1.9745
Si	1.9336	7.8145	1.9745
Si	5.8008	7.8145	1.9745
Si	9.6679	7.8145	1.9745
Si	0	11.1635	1.9745
Si	3.8672	11.1635	1.9745
Si	7.7343	11.1635	1.9745
Si	1.9336	1.1164	4.3426
Si	5.8008	1.1164	4.3426
Si	9.6679	1.1164	4.3426
Si	0	4.4654	4.3426
Si	3.8672	4.4654	4.3426
Si	7.7343	4.4654	4.3426
Si	1.9336	7.8145	4.3426
Si	5.8008	7.8145	4.3426
Si	9.6679	7.8145	4.3426
Si	0	11.1635	4.3426
Si	3.8672	11.1635	4.3426
Si	7.7343	11.1635	4.3426
Si	0	0	36.421
Si	3.8672	0	36.421
Si	7.7343	0	36.421
Si	1.9336	3.3491	36.421
Si	5.8008	3.3491	36.421
Si	9.6679	3.3491	36.421
Si	0	6.6981	36.421
Si	3.8672	6.6981	36.421
Si	7.7343	6.6981	36.421
Si	1.9336	10.0472	36.421
Si	5.8008	10.0472	36.421
Si	9.6679	10.0472	36.421
Si	0	0	38.7892
Si	3.8672	0	38.7892
Si	7.7343	0	38.7892
Si	1.9336	3.3491	38.7892
Si	5.8008	3.3491	38.7892
Si	9.6679	3.3491	38.7892
Si	0	6.6981	38.7892
Si	3.8672	6.6981	38.7892
Si	7.7343	6.6981	38.7892
Si	1.9336	10.0472	38.7892
Si	5.8008	10.0472	38.7892
Si	9.6679	10.0472	38.7892
Si	0	2.2327	39.5786
Si	3.8672	2.2327	39.5786
Si	7.7343	2.2327	39.5786
Si	1.9336	5.5818	39.5786
Si	5.8008	5.5818	39.5786
Si	9.6679	5.5818	39.5786
Si	0	8.9308	39.5786
Si	3.8672	8.9308	39.5786
Si	7.7343	8.9308	39.5786
Si	1.9336	12.2799	39.5786
Si	5.8008	12.2799	39.5786
Si	9.6679	12.2799	39.5786
Si	5.7221	-4.153	21.4119
Si	3.8661	2.2862	32.7317
Si	12.3015	-6.4314	24.3778
Si	1.8389	7.8144	29.3422
Si	7.5982	8.263	19.142
Si	6.1025	-1.4033	29.9706
Si	5.5636	7.6154	29.101
Si	7.596	3.0795	24.1677
Si	9.6298	7.6904	23.1067
Si	0.2438	5.0693	19.8745
Si	3.7772	9.1043	29.9563
Si	9.9214	13.6041	27.693
Si	3.8786	-4.3882	32.3752
Si	-0.0003	3.7178	30.3219
Si	7.6545	-3.6172	23.5681
Si	6.7077	2.182	30.4276
Si	9.5795	5.5509	32.4859
Si	12.1332	1.8296	29.0482
Si	-1.7637	7.272	29.3802
Si	-1.149	15.1838	24.9566
Si	2.7926	13.3243	30.3434
Si	-1.0238	5.8628	26.8055
Si	2.731	11.5852	23.364
Si	9.5296	18.4116	30.1432
Si	-0.0158	2.4746	32.4604
Si	3.6467	4.1649	27.0825
Si	7.6312	2.2007	32.5693
Si	1.9068	5.6335	32.6097
Si	5.742	5.5819	32.4526
Si	5.3188	6.9036	26.7829
Si	-0.0169	8.9791	32.3855
Si	2.6968	8.3026	26.3298
Si	7.7247	8.8452	32.2707
Si	2.0548	12.4379	32.4603
Si	5.8744	12.2813	32.3643
Si	10.1203	11.2121	29.3952
Si	1.8693	1.2246	33.3238
Si	5.7716	1.0538	33.3772
Si	9.6917	1.141	33.1037
Si	-0.0586	4.5845	33.4243
Si	3.8507	4.5364	33.3748
Si	7.6519	4.4603	33.2977
Si	1.9369	7.9001	33.2179
Si	5.7876	7.833	33.2063
Si	9.6463	7.8245	33.1991
Si	0.0877	11.2202	33.2007
Si	3.9284	11.2194	33.2341
Si	7.8063	11.1285	33.1078
Si	1.9155	1.1256	35.6704
Si	5.7999	1.0995	35.7037
Si	9.6727	1.1213	35.5408
Si	-0.0069	4.475	35.7318
Si	3.8682	4.4759	35.6987
Si	7.7268	4.4695	35.6499
Si	1.9357	7.8306	35.6055
Si	5.7994	7.8199	35.5985
Si	9.6654	7.8158	35.5972
Si	0.0226	11.1669	35.5929
Si	3.8746	11.1658	35.6154
Si	7.744	11.1553	35.5495
Si	0.0023	-0.0122	5.0505
Si	3.8792	0.005	5.0486
Si	7.75	0.0009	5.1276
Si	1.8093	3.2771	5.2565
Si	5.7853	3.3465	5.1715
Si	9.6626	3.3693	5.0555
Si	0.016	6.6939	5.0787
Si	3.8634	6.6943	5.3005
Si	7.7284	6.704	5.1652
Si	1.9373	10.0473	5.0108
Si	5.8019	10.0351	5.188
Si	9.66	10.0611	5.146
Si	0.1053	0.1844	7.3618
Si	3.9619	0.0285	7.3734
Si	7.8662	0.0355	7.4918
Si	0.5499	2.5663	7.3301
Si	5.8675	3.343	7.5676
Si	9.8802	3.4275	7.3694
Si	0.0963	6.7155	7.411
Si	3.8838	6.7296	7.8595
Si	7.7466	6.6975	7.5579
Si	1.9527	10.0965	7.3115
Si	5.8403	10.0247	7.6078
Si	9.6855	10.1591	7.5235
Si	1.9399	3.2873	9.0371
Si	4.0336	2.0647	8.5286
Si	9.9807	-0.9182	10.8019
Si	1.8733	5.7561	8.7311
Si	5.9015	5.5113	8.5541
Si	10.1958	5.7583	10.5222
Si	0.0321	9.0056	8.1154
Si	0.3993	9.1019	10.4387
Si	7.8222	8.9348	8.428
Si	1.989	12.3533	8.0117
Si	5.9243	12.2858	8.2295
Si	9.8428	12.4356	8.3584
Si	0.1825	2.4392	15.2265
Si	8.0235	2.6081	10.5219
Si	7.9374	2.2956	8.1874
Si	2.3477	-0.9224	10.3142
Si	3.8447	9.357	12.2932
Si	6.091	-1.0437	10.6048
Si	1.3985	4.2696	13.4817
Si	3.7682	9.1164	8.4465
Si	7.1819	10.6659	14.802
Si	1.3937	13.4584	13.6892
Si	10.1933	10.3425	14.8299
Si	12.4159	6.77	10.6874
Si	-1.9071	2.1019	17.0999
Si	5.9578	6.325	15.5031
Si	6.0903	-3.3146	11.7868
Si	2.042	6.9327	12.7156
Si	-1.8323	5.6544	8.1867
Si	7.9218	0.2579	11.4488
Si	-1.526	10.2034	11.5306
Si	10.1122	3.4931	11.1253
Si	7.4408	2.7213	15.3149
Si	-4.8197	4.8465	10.7904
Si	8.0058	8.9278	10.8723
Si	4.1839	5.0944	17.5833
O	4.9501	-25.0539	18.5395
O	14.3576	-16.8894	26.5269
O	19.4749	14.7762	14.5314
O	5.1813	-0.7519	17.7437
O	0.5796	14.2948	14.8572
O	1.2697	2.3523	27.6728
O	2.0879	-19.1964	27.6758
O	2.4474	-3.4163	23.1209
O	-7.7367	30.3846	17.0414
O	-8.7099	0.7233	13.6051
O	8.8186	0.8747	20.9138
O	1.6113	-7.4054	23.4388
O	-17.0504	-3.0742	16.0188
O	9.5087	0.5448	16.6265
O	20.2268	-3.3801	15.1703
O	-15.6439	6.2793	15.107
O	7.3748	12.2768	14.6423
O	13.0124	27.3755	29.6341
O	10.6461	1.3005	28.6461
O	-0.4609	-17.6395	15.4228
O	-12.6728	12.095	28.0114
O	16.1945	18.8407	26.7457
O	1.5442	3.1505	12.3012
O	7.3518	-1.1307	25.1826
Si	4.2196	2.0021	30.4638
Si	7.1385	0.1938	13.7083
Si	12.3693	16.9648	26.6997
Si	4.7695	2.2694	17.0049
Si	-6.0104	-4.4041	16.7719
Si	1.7558	-7.972	30.2788
Si	1.2893	-16.3949	19.4064
Si	-8.0065	-9.2327	29.4663
Si	1.4378	-0.2121	18.629
Si	2.5902	-3.3034	10.4692
Si	-1.4703	4.1695	13.3648
Si	-10.1813	6.5373	17.3187
Si	6.6384	17.1957	21.2662
Si	2.608	8.8555	21.8873
Si	-2.8083	19.4874	13.9945
Si	6.0577	15.8668	26.7479
Si	11.4696	7.6542	14.8615
Si	-0.2047	-4.4114	29.9901
Si	-2.0421	12.9415	21.4868
Si	-6.0954	4.2065	13.5252
Si	-15.0358	1.6062	19.6314
Si	19.3162	-18.3893	29.821
Si	4.3026	27.3199	10.3827
Si	4.2764	1.4594	13.227
Si	8.9087	-7.4377	20.5236
Si	-9.7852	2.3695	20.499
Si	7.8388	-2.776	29.1249
Si	-1.8145	12.2731	32.3507
Si	-10.9015	-10.8818	10.9647
Si	15.5442	12.9607	16.708
Si	0.5901	13.8203	22.6094
Si	0.5232	0.1474	11.4391
Si	-6.0485	5.4458	30.0414
Si	18.513	-12.9038	28.8319
Si	3.7684	-15.6521	26.2281
Si	-1.9011	10.7065	19.2656
Si	4.2937	4.4114	20.7233
Si	-6.307	-1.1646	21.5949
Si	7.5613	-1.3109	23.5419
Si	3.8921	-1.8593	29.2277
Si	-16.2829	10.8775	26.0027
Si	10.3113	12.5607	16.9742
Si	-4.3005	-9.3194	29.2559
Si	2.7501	-2.4215	14.8644
Si	-3.6085	-7.4312	25.2989
Si	8.252	6.6203	11.6296
Si	-9.3964	6.4627	21.9732
Si	2.501	9.4717	17.5788
Si	-5.9328	0.3126	18.8937
O	14.8808	29.8864	20.6614
O	3.5774	-21.2232	21.6804
O	-6.028	4.562	11.9382
O	-7.4265	8.8166	21.4158
O	13.0822	1.6041	21.9122
O	-2.5363	18.8149	26.4
O	1.0271	-5.6067	13.6962
O	-1.5471	14.1113	26.1353
O	3.8439	-1.3605	22.2634
O	-2.1884	6.9828	21.6757
O	-3.9103	-8.3271	21.1591
O	8.3817	0.1966	28.1854
O	1.0229	-7.3182	20.8937
O	-9.4031	4.2661	26.2812
O	11.2493	-10.854	16.7779
O	5.3078	10.6842	25.967
O	-5.3921	15.9506	16.3453
O	7.5663	-3.8097	25.2098
O	0.0031	-0.3508	17.8646
O	-18.0368	-0.1093	20.3719
O	-4.12	-8.7219	24.4745
O	-42.0658	-21.7003	19.208
O	-2.8354	6.9622	24.2773
O	16.7055	5.5476	14.354
O	2.1536	-3.3337	16.0775
O	10.2188	-21.6908	20.0592
O	6.6496	10.1362	13.3629
O	11.4567	-20.665	25.4685
O	-1.2556	-2.9898	13.198
O	7.2865	-12.9125	18.8184
O	-13.7963	-1.8018	17.9268
O	-7.4253	-4.1195	17.57
O	1.6881	21.3996	25.1083
O	29.9218	-11.1286	25.272
O	-4.4498	-10.6103	20.0776
O	20.9633	2.2044	18.691
O	0.7198	3.5277	20.134
O	9.3158	11.6187	20.5728
O	25.7379	12.857	17.4872
O	-27.3057	-2.5344	27.4987
O	17.6071	1.0534	27.5677
O	-4.8468	20.1543	26.0082
O	14.8423	-14.8986	24.8856
O	-23.5481	-3.1875	19.2459
O	27.4449	-5.5418	25.9932
O	14.5193	19.3411	17.0356
O	-4.6093	17.1584	14.1206
O	6.7418	8.4243	17.7766
O	-19.273	11.9345	15.4694
O	-17.595	19.0187	16.9519
O	-9.1154	-7.927	13.3348
O	19.9503	-6.5842	19.2363
O	-33.3963	-23.3089	14.9319
O	15.9133	-11.7454	11.6114
O	28.7258	0.488	13.6473
O	11.3272	1.0209	23.8388
O	-1.5813	7.1328	14.3276
O	-16.2667	2.9683	22.6706
O	20.6878	-4.1697	22.9959
O	3.462	-5.6607	12.4315
O	8.6907	-10.2798	16.284
O	-11.8072	4.6228	27.5242
O	-7.8873	12.0074	27.606
O	12.0643	6.6467	16.0018
O	5.4206	21.256	15.5951
O	-2.8834	22.8216	19.2597
O	6.3855	8.9951	22.8869
O	13.0533	-27.6318	23.1455
O	4.4643	16.3759	13.8127
O	24.7807	-1.4901	14.2069
O	-12.0556	13.24	21.5058
O	6.3433	-0.5852	22.7081
O	1.5781	11.9937	19.7472
O	11.4459	2.9773	25.4955
O	-13.0606	-27.9251	30.6859
O	11.5548	18.4517	13.3511
O	10.4976	2.8363	14.2829
O	1.7127	-3.9341	20.6632
O	9.1338	-37.6963	24.2685
O	-0.9936	-15.0451	15.5841
O	-17.3318	-2.5735	21.0001
O	12.2283	5.5879	18.3734
O	-19.1514	-12.3019	16.1446
O	10.4069	-19.623	27.7649
O	-28.2682	-5.0675	20.3651
O	-9.8732	-5.3474	17.835
O	3.4539	23.4851	13.7102
O	1.7389	-12.1589	19.3061
O	-2.6188	-0.6779	23.0086
O	22.8177	-19.0227	23.4581
O	18.5428	30.3554	27.6408
O	16.0891	-10.5204	26.5282

Results
free energy: -219166.945 eV
free energy less fixed offsets of O -568.88, Si -635.61 eV per atom: 5.145 eV

Forces (eV/angstrom), in the order of the atoms: element, x, y, z
Si	-0.0087	-0.0001	-0.021
Si	-0.0187	-0.0772	0.0355
Si	-0.0061	-0.0644	-0.0452
Si	-0.0432	0.0364	-0.0566
Si	0.095	0.0509	0.0906
Si	0.0328	-0.0173	0.025
Si	-0.0104	0.0838	0.0388
Si	-0.0139	0.0485	-0.0297
Si	0.0254	0.0335	0.0442
Si	-0.0208	0.0073	0.0218
Si	-0.005	-0.0215	-0.0176
Si	0.029	-0.0228	-0.0209
Si	0.0426	0.0361	0.0058
Si	0.1268	0.0839	0.0016
Si	-0.0443	0.024	0.0079
Si	0.0631	0.0109	0.0097
Si	-0.2202	-0.0154	-0.0827
Si	-0.0769	0.0196	-0.0235
Si	0.177	-0.1313	-0.0215
Si	-0.1064	-0.0523	-0.0222
Si	-0.0322	0.013	-0.0156
Si	-0.0733	-0.0185	0.0326
Si	0.1305	-0.0412	-0.0141
Si	-0.0592	0.0083	-0.0057
Si	-0.1367	0.027	-0.4329
Si	0.2463	0.1425	-0.128
Si	0.0233	0.0394	-0.3785
Si	-0.0076	-0.0753	-0.5986
Si	-0.4891	0.0277	1.2385
Si	-0.4188	0.1095	0.0682
Si	0.3798	-0.2685	-0.0332
Si	-0.2267	-0.1023	0.4512
Si	-0.1003	0.0574	0.2448
Si	-0.2778	-0.1271	-0.3753
Si	0.3542	-0.0555	-0.2481
Si	-0.088	-0.0419	0.0928
Si	-0.2305	-0.0278	-0.0989
Si	-0.1803	-0.0714	0.1632
Si	0.3363	-0.1464	-0.2295
Si	0.0285	-0.0095	0.3554
Si	0.0344	0.0123	0.2364
Si	-0.1726	-0.2041	0.0001
Si	0.0171	0.3119	0.1064
Si	0.002	0.2646	0.019
Si	-0.0538	0.1266	-0.1259
Si	0.0633	0.0327	-0.0726
Si	0.1418	0.0463	-0.2821
Si	0.0558	0.0533	-0.418
Si	-0.0897	-0.0142	0.0117
Si	-0.0783	-0.0454	0.0108
Si	0.1263	-0.0829	-0.0065
Si	0.0009	0.0397	0.001
Si	0.0085	-0.054	-0.0106
Si	-0.0678	-0.1286	-0.0076
Si	0.0078	0.1669	0.0021
Si	-0.0089	0.1142	-0.0078
Si	0.0039	0.051	0.0243
Si	0.0117	0.0541	0.0058
Si	0.0576	0.0153	0.007
Si	0.0385	0.0473	0.0397
Si	0.0087	0.0053	0.0079
Si	0.019	0.0533	0.0016
Si	0.0081	0.0653	0.019
Si	0.0275	-0.0394	0.0021
Si	-0.0648	-0.03	-0.0575
Si	-0.0107	0.0145	-0.0551
Si	0.0187	-0.0779	0.0095
Si	-0.0017	-0.0352	0.0009
Si	-0.0336	-0.0242	-0.0347
Si	0.0253	-0.0153	0.0142
Si	0.0047	0.0166	-0.0409
Si	-0.0219	0.0255	0.0413
Si	0.3096	0.0247	0.0276
Si	0.0381	-0.0357	0.0161
Si	-0.2949	-0.1231	0.1149
Si	-0.0156	-0.0246	-0.565
Si	0.0255	-0.0054	-0.0642
Si	-0.0369	0.0493	0.2468
Si	-0.0141	0.1154	-0.1317
Si	0.1426	0.063	0.008
Si	-0.1835	0.1142	0.0338
Si	0.051	-0.0674	-0.0309
Si	0.0128	-0.1823	0.0102
Si	-0.1177	0.0736	-0.1808
Si	-0.0595	0.0226	0.0242
Si	-0.1365	-0.0918	0.1809
Si	0.1773	0.1112	0.0325
Si	-0.1111	-0.235	-0.0873
Si	-0.0669	-0.0669	0.1282
Si	-0.0423	0.4129	-0.1422
Si	-0.0661	-0.0629	-0.4878
Si	0.0698	0.1157	-0.1057
Si	-0.4368	0.2913	-0.1591
Si	0.0487	0.0793	-0.0249
Si	-0.0179	0.185	-0.166
Si	0.0928	-0.2125	-0.0555
Si	0.0255	0.0411	-0.0201
Si	-0.0396	0.0333	0.548
Si	0.0593	0.1287	0.0088
Si	0.0126	-0.0016	0.0439
Si	0.0921	-0.0255	-0.1469
Si	0.0433	-0.0797	0.3619
Si	-0.0384	-0.0359	0.0385
Si	0.1803	-0.0707	0.2744
Si	0.0247	0.1279	-0.0276
Si	0.0457	0.142	0.0285
Si	0.0761	0.0169	0.0843
Si	0.1584	0.0163	-0.1492
Si	-0.128	0.143	0.1291
Si	-0.0707	0.0449	0.2161
Si	-0.0615	0.1845	0.1127
Si	0.0652	-0.0251	0.056
Si	-0.0036	-0.0502	-0.0215
Si	0.1231	0.0229	0.087
Si	0.0752	-0.0151	0.0546
Si	0.005	0.0569	-0.1398
Si	0.0375	0.0518	-0.0348
Si	0.1633	-0.1345	0.0655
Si	0.0854	-0.0226	0.0089
Si	-0.0564	-0.063	-0.0178
Si	0.0068	0.0804	-0.0628
Si	0.0079	-0.1514	-0.0404
Si	-0.0107	-0.0793	0.0831
Si	-0.0569	0.1575	-0.029
Si	0.023	0.0049	-0.0332
Si	-0.0305	-0.0312	-0.023
Si	-0.0271	-0.0038	0.0154
Si	0.0053	-0.0449	0.0399
Si	-0.0334	-0.0526	0.0155
Si	-0.0304	0.0677	0.0908
Si	0.0601	0.0048	0.0151
Si	0.0606	-0.017	0.0524
Si	-0.0319	-0.0148	-0.028
Si	0.0693	-0.0457	0.1299
Si	0.0399	0.0181	-0.0038
Si	-0.0718	-0.058	-0.1457
Si	0.0528	-0.0205	-0.0234
Si	-0.014	0.0578	-0.0244
Si	0.0282	0.0323	0.0133
Si	0.0917	0.0417	-0.0376
Si	0.0108	-0.031	-0.0225
Si	-0.0196	0.0429	0.0688
Si	-0.0131	-0.0456	0.0325
Si	0.0241	0.0151	0.0008
Si	0.2209	-0.0146	-0.1155
Si	-0.0961	-0.1388	-0.3976
Si	-0.1245	-0.0031	0.066
Si	-0.2549	-0.0551	-0.1145
Si	0.0162	0.0546	-0.1683
Si	0.2022	0.2042	-0.129
Si	-0.0501	0.0638	-0.0084
Si	-0.0239	0.1449	-0.0445
Si	0.0992	0.06	-0.007
Si	-0.1476	0.0026	-0.0168
Si	-0.12	0.0565	-0.1494
Si	0.0143	-0.0684	-0.1336
Si	0.0943	0.0185	0.1952
Si	-0.0055	-0.1392	0.17
Si	0.0051	0.6387	-0.2234
Si	-0.1697	0.0104	0.2107
Si	0.0781	-0.0439	-0.0115
Si	0.1476	0.1615	-0.2596
Si	0.0122	-0.006	-0.0338
Si	0.1252	0.0236	-0.2555
Si	-0.015	0.1218	0.0629
Si	-0.1778	0.0804	0.0053
Si	0.0745	-0.0459	0.0325
Si	-0.0643	0.0139	0.034
Si	-0.3065	-0.1659	0.1486
Si	-0.0057	-0.0932	0.0838
Si	-0.0064	-0.1358	0.0451
Si	0.0873	0.0427	-0.1389
Si	-0.4335	-0.0262	-0.4424
Si	0.0193	0.0562	-0.0842
Si	-0.076	-0.083	-0.0233
Si	-0.0576	0.0148	0.0993
Si	-0.1593	0.2828	-0.1178
Si	0.0104	0.1065	-0.1247
Si	-0.2161	0.144	0.0167
Si	0.0167	-0.102	0.1509
Si	0.1458	-0.0845	0.0447
Si	0.1406	0.0799	0.1052
Si	0.2459	0.16	0.4654
Si	-0.1408	0.0467	-0.6653
Si	-0.0519	-0.0226	0.0364
Si	0.0351	-0.0868	0.0468
Si	0.0922	-0.1378	0.7887
Si	-0.0042	-0.0135	0.066
Si	-0.1066	-0.1957	0.1638
Si	-0.2906	-0.118	0.2445
Si	-0.0076	-0.0871	-0.3825
Si	0.0973	-0.143	0.0376
O	0.0023	0.0125	0.0108
O	-0.0218	0.1102	0.0271
O	0.008	0.1182	0.0421
O	-0.0175	-0.009	-0.0407
O	0.1343	-0.0086	-0.0398
O	-0.0322	-0.115	-0.1386
O	-0.0456	-0.0186	0.3277
O	-0.0008	-0.2325	-0.0989
O	-0.0443	0.0538	0.0233
O	-0.0558	0.0768	0.0724
O	0.0448	-0.0328	0.0546
O	0.0219	0.02	0.0618
O	0.0483	-0.0103	-0.048
O	-0.0052	-0.0711	-0.0296
O	0.1315	-0.1789	0.0071
O	0.3296	0.0792	0.0336
O	-0.0453	-0.1011	0.0301
O	0.268	-0.2031	0.1497
O	0.0262	-0.11	0.089
O	0.0689	0.0089	0.0429
O	0.0173	-0.168	0.2866
O	-0.0078	0.1075	-0.1812
O	-0.1734	-0.0769	-0.1607
O	-0.0768	-0.1626	0.0354
Si	0.0365	0.2716	-0.1915
Si	0.0485	-0.0444	-0.284
Si	0.2244	-0.2591	-0.1261
Si	0.0228	0.0341	-0.0157
Si	0.0513	-0.0253	0.068
Si	-0.1462	-0.1349	0.1133
Si	-0.1497	0.2215	0.0925
Si	0.2139	-0.1208	-0.1778
Si	-0.0501	0.0773	0.0032
Si	0.1777	-0.028	0.1552
Si	-0.1179	-0.0898	0.1124
Si	0.1287	-0.1683	-0.0007
Si	0.6279	-0.2004	0.0332
Si	0.0666	0.469	-0.073
Si	-0.4207	0.1111	-0.6317
Si	0.1106	-0.0069	0.3583
Si	0.1659	-0.1464	-0.1515
Si	-0.0518	0.0733	0.1593
Si	-0.0794	0.08	0.0813
Si	-0.005	0.0704	0.0163
Si	0.0637	-0.0934	-0.0424
Si	-0.101	-0.2263	0.0847
Si	0.0188	0.0321	0.3574
Si	0.073	-0.1824	-0.2893
Si	-0.1267	0.1232	-0.0521
Si	-0.0972	-0.0914	0.0175
Si	-0.3585	-0.3134	-0.4455
Si	0.1752	0.1968	-0.1697
Si	0.3598	0.3044	0.3726
Si	0.0468	0.0296	0.1296
Si	-0.0921	0.0175	0.0699
Si	-0.0706	-0.2937	0.126
Si	-0.3975	0.0039	0.2849
Si	-0.0028	0.3066	0.1287
Si	0.03	-0.0281	-0.0437
Si	-0.045	0.1735	-0.0135
Si	-0.531	0.0478	-0.3467
Si	0.135	0.1845	0.0905
Si	0.1748	0.0085	-0.1155
Si	0.0745	-0.1602	-0.5445
Si	0.211	-0.0259	0.03
Si	-0.0299	0.2361	0.0513
Si	0.044	-0.0332	-0.4922
Si	0.1494	0.2198	-0.0094
Si	-0.075	0.0658	-0.0559
Si	0.1454	-0.1869	0.231
Si	-0.1263	-0.3856	-0.0195
Si	0.4066	-0.0007	-0.276
Si	0.0405	-0.0815	-0.0672
O	0.2687	0.0544	0.064
O	-0.0145	0.0667	0.0254
O	0.3406	0.0403	-0.1976
O	-0.1109	-0.1072	0.0287
O	0.0678	0.0699	-0.0354
O	0.0442	-0.1218	0.1525
O	-0.0237	-0.0065	0.2414
O	-0.0058	-0.1379	0.1981
O	-0.0118	0.0118	0.0869
O	0.0658	-0.0235	0.0432
O	-0.1179	-0.0008	-0.0107
O	0.0326	-0.114	-0.1215
O	0.1697	0.1519	0.0927
O	-0.1298	0.0666	-0.1289
O	0.039	0.0151	-0.0801
O	-0.0849	0.0273	0.0833
O	0.0746	0.0206	-0.0434
O	-0.0437	0.0903	-0.0782
O	0.0646	-0.0324	-0.0263
O	-0.039	-0.0389	0.0984
O	-0.019	0.055	0.0407
O	0.0801	-0.0432	0.1482
O	0.042	0.011	-0.0403
O	-0.0326	-0.0622	-0.1025
O	-0.0553	-0.0997	-0.0559
O	0.0791	-0.0819	0.0297
O	0.0428	-0.0118	0.0255
O	-0.0111	-0.0231	0.023
O	-0.0583	-0.0653	-0.5124
O	-0.0398	-0.0086	-0.022
O	0.0014	-0.0501	-0.0162
O	-0.2571	0.0294	0.0383
O	0.0741	0.1008	-0.0402
O	-0.0362	-0.0595	0.0927
O	-0.2526	0.1295	0.0538
O	-0.0174	0.0432	-0.0215
O	-0.0337	0.0525	-0.004
O	0.0155	-0.1375	-0.0342
O	-0.019	-0.0753	-0.0328
O	0.0928	-0.0198	0.2537
O	-0.0331	-0.1671	-0.1071
O	0.0327	-0.0151	-0.0882
O	0.0351	-0.0513	0.077
O	0.1644	-0.0378	-0.027
O	-0.1794	0.0666	-0.1685
O	-0.1723	0.1186	-0.0483
O	0.1495	-0.0318	-0.0281
O	0.0112	0.0025	-0.0242
O	-0.016	-0.0639	-0.0061
O	-0.0255	0.0247	-0.0418
O	0.0933	-0.1432	0.2891
O	-0.011	-0.0236	0.0145
O	0.158	0.1263	-0.1209
O	-0.1135	-0.0453	0.1197
O	-0.0663	0.0907	0.064
O	0.0275	-0.0144	-0.0106
O	-0.0703	0.0934	0.2124
O	-0.1185	0.0405	0.0071
O	-0.0664	-0.0934	0.0444
O	-0.0569	0.0872	0.3241
O	-0.0728	0.1048	-0.0738
O	-0.0354	0.1483	-0.0692
O	0.0289	-0.1134	0.3981
O	0.0426	0.0407	0.055
O	-0.1021	0.0075	-0.05
O	0.0637	0.0243	0.0082
O	-0.211	-0.0763	-0.0346
O	0.0764	-0.1069	0.0067
O	-0.1165	0.0774	0.1536
O	-0.0833	-0.0269	-0.0428
O	0.0271	-0.0157	-0.0624
O	-0.0533	-0.0158	0.0353
O	-0.0347	-0.187	-0.0265
O	0.0974	0.1217	0.1206
O	-0.0586	-0.2514	0.274
O	0.2119	-0.2083	0.0912
O	0.0747	0.0105	-0.1254
O	0.0324	-0.1512	0.1769
O	-0.1037	0.013	0.0088
O	0.0545	-0.1451	-0.0526
O	-0.0378	-0.0969	-0.0881
O	0.0201	0.0355	-0.0385
O	-0.0094	-0.0445	-0.0994
O	-0.0126	-0.0088	0.2393
O	-0.1049	0.0022	0.0801
O	-0.078	0.0089	0.0522
O	0.0741	-0.1542	0.1023
O	-0.0061	0.0903	0.0091
O	-0.0644	-0.0084	-0.0171
O	0.1626	-0.0028	-0.0185
O	0.1589	0.3625	0.2613
O	0.0982	-0.0043	-0.071

The program warned: the cutoff lies below the one the program advises for these potential files; the forces do not sum to zero within the program's tolerance; the exchange-correlation potential is rough where the density is thin.
